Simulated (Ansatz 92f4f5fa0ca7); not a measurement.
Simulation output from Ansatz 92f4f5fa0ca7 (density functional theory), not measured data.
Periodic cell of 363 atoms, Si241O122, from a study of silicon, its oxide and their interface. The atomic structure is a simulated model.
Doubt: the cutoff is far below the 930 eV that the study's wrapper takes by default for these files, so forces and energies are approximate.
This geometry differs little from another in the collection (a relaxation step or a small displacement).

Settings: functional PBE; potential files Ansatz PAW; basis plane waves; wave-function cutoff 580 eV; density cutoff ratio 5; exchange-correlation grid ratio 1; k mesh 1 x 1 x 1, Gamma-centred; self-consistency stop 5e-08 eV per atom in the density residual; occupations fixed; spin none; net charge 0.

Cell vectors (angstrom)
a 11.6015 0 0
b 0 13.3963 0
c 0 0 40.9828

Atoms: element, x, y, z (angstrom)
Si 0 2.2327 1.1851
Si 3.8672 2.2327 1.1851
Si 7.7343 2.2327 1.1851
Si 1.9336 5.5818 1.1851
Si 5.8008 5.5818 1.1851
Si 9.6679 5.5818 1.1851
Si 0 8.9308 1.1851
Si 3.8672 8.9308 1.1851
Si 7.7343 8.9308 1.1851
Si 1.9336 12.2799 1.1851
Si 5.8008 12.2799 1.1851
Si 9.6679 12.2799 1.1851
Si 1.9336 1.1164 1.9745
Si 5.8008 1.1164 1.9745
Si 9.6679 1.1164 1.9745
Si 0 4.4654 1.9745
Si 3.8672 4.4654 1.9745
Si 7.7343 4.4654 1.9745
Si 1.9336 7.8145 1.9745
Si 5.8008 7.8145 1.9745
Si 9.6679 7.8145 1.9745
Si 0 11.1635 1.9745
Si 3.8672 11.1635 1.9745
Si 7.7343 11.1635 1.9745
Si 1.9336 1.1164 4.3426
Si 5.8008 1.1164 4.3426
Si 9.6679 1.1164 4.3426
Si 0 4.4654 4.3426
Si 3.8672 4.4654 4.3426
Si 7.7343 4.4654 4.3426
Si 1.9336 7.8145 4.3426
Si 5.8008 7.8145 4.3426
Si 9.6679 7.8145 4.3426
Si 0 11.1635 4.3426
Si 3.8672 11.1635 4.3426
Si 7.7343 11.1635 4.3426
Si 0 0 36.6422
Si 3.8672 0 36.6422
Si 7.7343 0 36.6422
Si 1.9336 3.3491 36.6422
Si 5.8008 3.3491 36.6422
Si 9.6679 3.3491 36.6422
Si 0 6.6981 36.6422
Si 3.8672 6.6981 36.6422
Si 7.7343 6.6981 36.6422
Si 1.9336 10.0472 36.6422
Si 5.8008 10.0472 36.6422
Si 9.6679 10.0472 36.6422
Si 0 0 39.0104
Si 3.8672 0 39.0104
Si 7.7343 0 39.0104
Si 1.9336 3.3491 39.0104
Si 5.8008 3.3491 39.0104
Si 9.6679 3.3491 39.0104
Si 0 6.6981 39.0104
Si 3.8672 6.6981 39.0104
Si 7.7343 6.6981 39.0104
Si 1.9336 10.0472 39.0104
Si 5.8008 10.0472 39.0104
Si 9.6679 10.0472 39.0104
Si 0 2.2327 39.7998
Si 3.8672 2.2327 39.7998
Si 7.7343 2.2327 39.7998
Si 1.9336 5.5818 39.7998
Si 5.8008 5.5818 39.7998
Si 9.6679 5.5818 39.7998
Si 0 8.9308 39.7998
Si 3.8672 8.9308 39.7998
Si 7.7343 8.9308 39.7998
Si 1.9336 12.2799 39.7998
Si 5.8008 12.2799 39.7998
Si 9.6679 12.2799 39.7998
Si 0.0299 -0.0357 28.8709
Si 4.4952 -0.5091 30.4515
Si 7.6396 0.3479 28.8007
Si 1.531 3.2614 29.4352
Si 5.8851 5.4546 30.4272
Si 9.5799 3.3588 29.7059
Si 0.1947 6.7139 29.6938
Si 4.0434 6.4021 29.3897
Si 9.8116 5.5747 30.3647
Si 1.964 9.8079 29.5999
Si 6.1385 9.3694 28.8318
Si 9.8131 9.5069 29.8248
Si -0.2139 2.3688 30.6794
Si 4.1187 1.8645 30.4181
Si 7.621 2.2156 30.254
Si 2.0618 5.4148 30.2406
Si 5.7246 3.3338 29.5161
Si 7.8449 6.3729 29.4743
Si 0.1964 8.7687 30.7988
Si 4.0307 8.6957 29.9233
Si 7.7664 8.5777 30.3001
Si 2.2839 12.0535 30.3004
Si 5.1526 12.2884 28.3049
Si 9.5177 11.7617 30.2014
Si -0.003 2.2582 32.9511
Si 3.8835 2.2169 32.74
Si 7.6853 2.1545 32.6478
Si 1.971 5.5334 32.6449
Si 5.8374 5.547 32.7628
Si 9.6891 5.5476 32.7255
Si 0.0384 8.8799 33.0481
Si 3.9202 8.8739 32.4627
Si 7.7136 8.8652 32.6551
Si 1.8163 12.2385 32.6354
Si 5.6103 12.3133 32.5494
Si 9.6357 12.244 32.5638
Si 1.9511 1.063 33.501
Si 5.7771 1.0707 33.5246
Si 9.631 1.0589 33.4734
Si 0.0301 4.5091 33.5626
Si 3.8801 4.4429 33.5022
Si 7.7586 4.3915 33.4799
Si 2.0419 7.7571 33.4853
Si 5.7884 7.799 33.4735
Si 9.633 7.7708 33.5474
Si -0.0836 11.1724 33.5341
Si 3.7786 11.0999 33.4101
Si 7.6385 11.1686 33.3045
Si 1.9399 1.1044 35.8601
Si 5.8053 1.1081 35.8765
Si 9.6527 1.1028 35.8461
Si 0.0066 4.482 35.901
Si 3.8661 4.4659 35.8632
Si 7.7413 4.4542 35.85
Si 1.9666 7.8012 35.8545
Si 5.7924 7.818 35.8495
Si 9.6556 7.8071 35.8898
Si -0.0074 11.1765 35.8815
Si 3.8567 11.142 35.813
Si 7.7125 11.1683 35.7592
Si 0.0103 0.005 5.1735
Si 3.8725 0.0004 5.1671
Si 7.7458 -0.0008 5.1548
Si 1.9297 3.3429 5.1063
Si 5.7982 3.3589 5.0714
Si 9.6504 3.3503 5.1422
Si -0.0077 6.7099 5.1116
Si 3.8756 6.7023 5.0997
Si 7.7353 6.7041 5.1104
Si 1.9321 10.0574 5.1643
Si 5.8058 10.0507 5.1332
Si 9.6805 10.0482 5.151
Si 0.0596 0.0488 7.5762
Si 3.9219 0.0226 7.5619
Si 7.7896 -0.0064 7.5429
Si 1.8816 3.3596 7.455
Si 5.771 3.3758 7.3993
Si 9.5835 3.3857 7.5161
Si -0.01 6.7561 7.4647
Si 3.9073 6.7349 7.4453
Si 7.745 6.7437 7.463
Si 1.9642 10.1032 7.5594
Si 5.8492 10.0788 7.5025
Si 9.742 10.067 7.5355
Si -0.0745 2.3232 8.2922
Si 3.8434 2.3 8.2385
Si 7.6343 2.2319 8.2879
Si 1.9379 5.621 8.0896
Si 5.8317 5.6002 8.2346
Si 9.6592 5.6381 8.2601
Si 0.0648 8.9431 8.3982
Si 3.9138 8.9579 8.2601
Si 7.7914 8.9647 8.2829
Si 2.0043 12.3359 8.4352
Si 5.8736 12.2893 8.3545
Si 9.7561 12.2903 8.3545
Si -0.1797 2.5715 10.6569
Si 4.366 2.6474 10.5075
Si 6.7897 2.5837 10.4737
Si 1.9048 5.6285 10.3864
Si 5.8439 5.7491 10.5926
Si 9.6022 5.6464 10.6185
Si 0.1356 8.8311 10.8248
Si 3.9373 8.8456 10.6085
Si 7.8611 8.9158 10.646
Si 2.1754 12.1959 10.8427
Si 6.0019 11.989 10.7236
Si 9.9555 12.07 10.7163
Si 2.2434 0.8756 11.97
Si 6.6991 1.1138 12.2338
Si 9.7129 0.5492 12.0304
Si -0.0052 4.7603 11.381
Si 3.845 4.7682 11.2873
Si 7.6776 4.5212 11.4053
Si 2.1056 7.6759 11.4287
Si 5.9111 7.8866 11.3748
Si 9.7155 7.8145 11.5489
Si 0.2939 11.0327 11.6136
Si 4.0569 10.9673 11.4735
Si 8.0128 11.0461 11.5222
O 10.5718 0.401 13.4156
O 11.6583 5.1308 12.9904
O 1.9538 1.0525 13.586
O 8.1197 10.9945 13.194
O 3.6155 4.8999 12.9412
O 6.0707 1.5908 13.6451
O 7.8796 4.2334 13.0379
O 12.0493 11.0706 13.2723
O 5.9465 7.7545 13.0223
O 9.5981 7.8684 13.2099
O 4.1379 10.9811 13.1382
O 2.4525 7.3564 13.0449
O 11.891 7.2497 28.1021
O 3.9434 -1.3545 27.211
O 5.5865 3.6592 27.8678
O 6.7666 8.6509 27.4685
O 8.7117 14.0392 27.6164
O 1.0202 3.2579 27.8608
O 6.4696 11.5947 23.4992
O 8.0389 6.0138 27.8515
O 4.3465 6.0684 27.7553
O 1.3254 9.7183 28.0464
O 10.1971 9.3154 28.2116
O 9.7979 3.061 28.0685
Si 3.1626 6.4366 20.8301
Si 10.4999 4.202 19.0121
Si 10.1191 0.0876 14.965
Si 5.5015 10.3586 23.9677
Si 7.6992 11.5832 14.6687
Si 7.6056 8.8916 16.2356
Si 2.8643 1.0219 14.9443
Si 4.2974 1.1397 23.9122
Si 2.0069 0.2591 17.7241
Si 0.3349 6.7953 19.7154
Si 5.5216 2.2675 15.0059
Si 2.0829 3.0192 23.6949
Si 1.6321 3.7862 26.4471
Si 4.5528 11.6698 14.5505
Si 6.0042 12.3172 19.4009
Si 6.4136 -0.5096 22.5042
Si 8.56 1.7343 22.3531
Si 5.8946 7.1448 14.5267
Si 6.0193 1.8088 17.9323
Si 11.7381 10.8315 14.859
Si 3.4988 12.1471 25.627
Si 7.714 3.4514 19.8047
Si 9.1947 3.4266 24.8306
Si 12.1877 11.9569 24.3916
Si 3.0881 6.1079 13.9271
Si 11.4131 0.3515 21.9795
Si 10.5392 9.5728 19.7262
Si 10.1318 3.1807 16.0237
Si 7.4888 4.483 14.6067
Si 10.1337 8.0183 14.7541
Si 7.3924 9.6896 19.1748
Si 0.3527 12.0958 19.5103
Si 3.5589 2.3204 19.4533
Si 11.6308 8.797 27.604
Si -1.3057 9.8563 25.2275
Si 11.2318 5.5517 25.1528
Si 5.0909 4.1048 21.1041
Si 12.5974 2.8365 20.9027
Si 8.4885 5.9736 26.281
Si 7.4099 8.7473 25.956
Si 4.904 8.9934 21.1441
Si 4.6354 4.6518 26.9638
Si 4.7998 4.0205 24.1311
Si 9.9038 1.6667 27.2122
Si 3.2054 10.8019 19.4034
Si 2.7712 10.7775 16.6462
Si 12.4881 6.8335 22.5446
Si 0.2837 5.3688 14.5853
Si 11.6424 9.6187 22.6919
O 4.3738 6.5979 14.8135
O 2.6984 -1.1147 17.2471
O 5.4317 4.4299 22.6799
O 6.0764 14.8918 16.3357
O 11.2347 3.3569 20.2007
O 6.1329 12.0092 14.6263
O 10.5477 4.2478 24.4482
O 12.5401 10.8488 23.2515
O 2.0003 6.8159 19.7021
O 8.9719 4.448 19.5375
O 5.1241 9.4295 22.6918
O 11.8479 -0.1067 23.496
O 3.6143 9.8177 20.6101
O 10.0905 6.2775 26.069
O 10.3829 3.3528 17.6272
O 8.6037 12.8759 15.1017
O 11.0725 10.8679 18.8587
O 13.4724 12.144 25.3963
O 3.749 13.0591 14.8072
O 5.1639 2.4412 24.3925
O 11.1085 6.7351 15.0627
O 6.0972 13.7742 18.701
O 13.7805 3.1461 19.8075
O 2.9531 0.8964 18.9031
O 2.9166 9.9105 18.0304
O 8.2129 4.4767 25.6449
O 7.0665 11.2472 18.7635
O 11.3504 4.0124 15.3138
O 3.1838 4.1951 23.9599
O 8.446 2.9048 23.4879
O 10.8647 11.4221 25.2425
O 10.3598 9.3417 23.6776
O 7.3197 8.7827 17.8289
O 4.4835 11.7949 19.2218
O 8.7217 3.8884 15.5173
O 1.8537 11.568 19.9041
O 12.5083 5.2005 26.1035
O 11.4946 6.4928 21.276
O 8.0251 2.3112 20.932
O 11.4213 8.9384 26.0054
O 10.8283 9.4823 14.9627
O 5.2638 4.8847 25.4531
O 10.1797 1.5522 15.7277
O 2.3674 6.2254 22.2484
O 11.1069 12.2421 15.4559
O 4.5038 2.563 20.815
O 11.1648 12.5724 20.87
O 2.854 1.6288 23.3275
O 3.8929 2.2883 14.9957
O 12.7305 8.4317 22.6096
O 6.2866 9.1972 20.2828
O 10.0949 1.2631 22.1849
O 11.2968 0.8188 27.5105
O 4.0959 0.2019 25.211
O 12.7845 3.4962 22.4093
O 4.1706 10.9522 24.7276
O 8.8967 7.9759 15.8168
O 7.0988 6.0557 14.7631
O 7.9145 10.4281 15.7897
O 1.9384 1.1145 16.3129
O 6.2353 8.3662 15.5318
O 12.5564 1.2447 21.2313
O 6.4781 4.3746 20.3089
O 6.423 12.4067 20.9659
O 3.2163 3.8944 26.757
O 8.7812 9.66 25.8102
O 1.343 2.8063 25.1533
O 11.8061 6.4328 23.9372
O 11.2732 8.2021 19.1929
O 6.2926 9.4025 24.9987
O 7.7016 7.1917 25.518
O 3.9421 5.0606 20.4644
O 10.9967 9.8516 21.2456
O 6.0884 3.7806 15.0425
O 7.6891 0.4408 22.8191
O 7.3046 2.6961 18.4091
O 1.8873 5.552 14.8915
O 0.5418 13.3044 18.3939
O 4.1151 10.6317 15.7371
O 11.3131 5.6046 18.7781
O 4.4148 7.4546 21.0196
O 5.0257 0.3047 22.7362
O 1.4733 10.4712 15.7214
O 8.9152 9.5051 19.7287
O 9.6797 2.1032 25.6692
O 4.6364 2.6723 18.2533
O 8.0888 -0.9782 29.6732
O 15.2529 15.0261 11.6167
O 13.1894 -0.4767 29.0318
O 10.6694 12.0624 29.0358
O -3.4311 -12.8781 12.5642
O 11.2279 14.1682 30.2296
O 17.324 13.3247 11.6794
O 12.6295 15.0213 11.2008
O 6.2504 0.0717 27.944
O 9.995 1.9842 11.2776
O 2.7342 2.1437 29.5514
O 6.03 10.9186 28.3515

Results
free energy: -222583.067 eV
free energy less fixed offsets of O -568.88, Si -635.61 eV per atom: 2.303 eV

Forces (eV/angstrom), in the order of the atoms: element, x, y, z
Si -0.001 0.0138 0.0169
Si -0.0053 0.0055 0.022
Si -0.0054 0.0087 0.0293
Si 0.011 -0.0246 0.007
Si 0.0098 -0.0194 -0.0138
Si -0.0002 -0.0084 -0.0086
Si -0.0248 0.0131 0.0132
Si 0.0145 -0.0006 0.002
Si -0.0066 -0.0186 -0.0195
Si -0.0109 0.0051 -0.0046
Si -0.0044 0.005 0.0104
Si 0.0035 -0.01 0.0062
Si 0.0159 -0.0572 -0.0048
Si 0.0134 -0.0619 -0.0037
Si 0.0364 -0.0156 -0.0041
Si -0.0477 0.0111 -0.0137
Si -0.0367 0.0244 0.0017
Si 0.0135 0.0364 0.0052
Si 0.0006 0.0392 -0.0205
Si 0.0204 0.0232 0.0027
Si -0.0113 0.0389 -0.0008
Si 0.0169 0.0192 0.0117
Si -0.0101 -0.0007 -0.0003
Si 0.0374 -0.0085 -0.0047
Si 0.0493 -0.133 0.0563
Si 0.0393 -0.1193 0.0988
Si 0.0825 -0.0249 0.1872
Si -0.1357 0.0109 0.0597
Si -0.1063 0.0411 -0.2243
Si 0.0594 0.082 -0.2164
Si -0.0032 0.1663 0.0604
Si 0.0685 0.1078 -0.169
Si -0.0379 0.1308 -0.1433
Si 0.066 0.0972 0.1422
Si -0.0187 0.0595 0.1587
Si 0.1103 0.0163 0.1188
Si -0.0747 0.0993 0.1113
Si 0.0143 -0.2285 -0.0443
Si -0.0316 -0.2314 0.0059
Si 0.0691 -0.0855 0.0589
Si 0.0208 -0.0202 -0.0077
Si 0.0135 -0.1289 -0.0158
Si 0.1418 0.1673 0.1055
Si 0.1572 -0.0773 0.2702
Si -0.1929 -0.1074 0.0339
Si 0.016 -0.0612 -0.0922
Si -0.0122 0.0838 -0.2362
Si -0.269 0.1423 -0.1999
Si -0.0204 0.0631 0.0062
Si 0.007 -0.0737 0.0036
Si 0.0018 -0.0868 -0.0021
Si 0.0072 -0.0215 0.013
Si 0.007 0.018 0.0107
Si 0.0142 -0.0215 0.0123
Si 0.039 0.079 0.0034
Si 0.0613 -0.0236 -0.0087
Si -0.0663 -0.0426 0.0044
Si -0.0041 -0.0177 -0.0069
Si 0.0147 0.0375 -0.001
Si -0.1079 0.0363 0.019
Si 0.0047 -0.0134 0.0189
Si 0.0004 0.0044 -0.0226
Si -0.0009 -0.0024 -0.03
Si -0.0057 0.0198 -0.009
Si -0.0119 0.0249 0.0506
Si -0.0009 0.0117 -0.0349
Si 0.021 -0.0194 -0.0114
Si -0.0051 -0.0144 -0.0126
Si 0.0098 0.0123 -0.0042
Si 0.0043 0.0013 -0.0173
Si 0.0062 -0.0019 0.018
Si -0.0016 0.0083 0.0085
Si 0.0023 -0.0096 -0.007
Si 0.0119 0.0096 0.0022
Si 0.0041 -0.0032 0.0054
Si -0.0279 0.0043 -0.0022
Si 0.0029 -0.0019 -0.0019
Si -0.0028 0.0031 -0.0128
Si -0.0068 -0.0012 -0.016
Si 0.0068 0.0033 -0.0165
Si 0.007 0.0103 0.0017
Si -0.0003 0.0077 -0.0177
Si -0.0078 -0.011 -0.0129
Si 0.0014 0.0022 -0.0087
Si 0.0126 0.0251 0.0054
Si 0.0344 -0.0352 -0.0074
Si -0.0055 -0.0046 -0.0021
Si 0.0027 0.0066 0.0033
Si 0.0059 0.0074 -0.009
Si -0.0102 -0.0024 -0.0221
Si 0.0002 -0.0038 0.0034
Si 0.0036 0.0002 0.006
Si 0.0055 -0.0023 0.0073
Si -0.0168 -0.0009 0.0223
Si -0.0078 0.0083 0.0134
Si -0.0097 0.0056 0.0028
Si -0.0038 0.0005 0.003
Si -0.0087 0.0061 0.0174
Si 0.0041 -0.0007 0.0053
Si -0.0004 -0.0012 0.0032
Si -0.0034 0.0005 -0.0013
Si 0.002 0.0007 0.0031
Si -0.0032 -0.0008 -0.0012
Si -0.0036 -0.0007 -0.0076
Si 0.0012 0.004 0.001
Si 0.0075 -0.0021 -0.0291
Si 0.0066 -0.0033 -0.0043
Si -0.0024 -0.0015 -0.0088
Si -0.0003 -0.0031 0.0004
Si -0.0018 0.0008 -0.0054
Si -0.0051 0.0007 0.0007
Si 0.0016 0.002 0.001
Si 0.0034 -0.0011 0.0025
Si -0.0017 0.0002 0.0009
Si 0.0054 -0.0023 0.0027
Si 0.0014 -0.0018 -0.0008
Si -0.0015 -0.0059 -0.0015
Si 0.0006 0.0017 0.0022
Si 0.0019 -0.0016 0.0082
Si -0.0079 0.0024 -0.0065
Si 0.0019 0.0029 -0.0007
Si 0.0005 0.0042 0.0028
Si -0.0021 0.0023 -0.0022
Si -0.0024 0.0035 -0.0041
Si -0.0024 0.0012 -0.0023
Si 0.0038 -0.0027 -0.0001
Si 0.0007 -0.0046 -0.002
Si 0.0006 0.0018 -0.0026
Si 0.0002 -0.0008 -0.0028
Si 0.0006 -0.0016 -0.0001
Si -0.0002 -0.0007 -0.0087
Si 0.0026 0.0002 -0.0025
Si -0.0011 -0.0002 -0.0011
Si 0.0003 0.0016 -0.0003
Si 0.0017 -0.0002 -0.0006
Si -0.0003 -0.002 -0.0011
Si -0.0014 0.0027 -0.0007
Si -0.0002 -0.0005 0.0008
Si 0 0.0028 -0.0021
Si 0.002 0.0031 0.0011
Si 0 0.0022 0.001
Si 0.0008 0.0002 0.0025
Si 0.0005 -0.0004 0.0021
Si 0.0016 0.0006 0.0012
Si 0.0019 -0.0048 -0.002
Si -0.0046 -0.0054 -0.0018
Si 0.0033 -0.0026 -0.0047
Si 0.0005 -0.0024 -0.0001
Si 0.0009 -0.0002 0.0026
Si -0.0016 -0.0002 -0.0005
Si -0.0034 0.0036 -0.0029
Si 0.0013 -0.0017 -0.0042
Si 0.0028 0.0023 -0.0008
Si -0.0004 0.0047 -0.0016
Si -0.0025 0.0013 -0.0046
Si -0.0017 -0.0024 -0.0009
Si -0.0005 0.0002 0.0051
Si 0.0004 -0.0009 -0.0034
Si -0.0003 0.0004 0.0072
Si 0.0004 -0.0007 0.0031
Si -0.0046 0.0041 -0.0085
Si -0.0002 -0.0017 0.0027
Si -0.0007 -0.0018 0.006
Si -0.0001 0.0001 -0.0006
Si 0.0002 -0.0039 0.0009
Si 0.0009 -0.0018 0.0033
Si 0.0045 0.0005 0.0021
Si -0.0048 0.0007 0.0002
Si 0.0265 -0.0054 0.0021
Si -0.0022 -0.0095 0.0168
Si 0.0071 -0.0059 -0.0121
Si -0.0035 0.0011 -0.008
Si -0.0004 -0.0082 -0.0051
Si -0.0058 0.0012 -0.0099
Si 0.0069 -0.0057 -0.0064
Si 0.0026 0.0051 -0.0039
Si -0.0011 -0.0004 -0.0074
Si 0.0016 0.004 -0.0084
Si -0.0325 0.0246 0.008
Si 0.0011 0.004 -0.0027
Si -0.0009 0.0327 -0.0289
Si -0.0102 -0.0082 0.015
Si -0.0444 0.0064 0.0154
Si 0.0095 0.0077 0.0195
Si -0.0049 0.0038 0.0231
Si 0.0068 -0.0044 0.0223
Si 0.0017 -0.0054 0.0181
Si -0.0014 0.0124 -0.0158
Si -0.0043 -0.006 0.0116
Si 0.0098 0.0123 0.0184
Si 0.0014 -0.0002 -0.0071
Si 0.0013 0.0048 0.0074
O -0.0128 0.0003 -0.0107
O 0.0004 -0.0029 -0.0181
O -0.0088 -0.0007 -0.0164
O 0.0055 -0.0115 -0.0228
O 0.0064 -0.0076 -0.0153
O 0.0102 -0.0096 -0.0193
O -0.0011 0.0009 -0.0305
O -0.0064 -0.0034 -0.0339
O -0.0022 0.0043 -0.013
O -0.001 0.0035 -0.0079
O -0.0103 -0.0182 -0.0253
O -0.0078 0.0133 -0.0202
O -0.003 -0.009 0.0167
O 0.0023 0.0005 0.0012
O 0.0052 -0.0109 0.0179
O -0.0055 0.0023 0.0124
O -0.0001 0.0011 -0.0023
O -0.0004 0.0002 0.0086
O -0.001 -0.0034 -0.0003
O -0.0053 0.0025 0.0319
O -0.0046 0.0056 0.0121
O 0.0088 0.0024 0.0135
O 0.0004 -0.0015 -0.0003
O 0.0049 0.0061 0.0017
Si -0.0032 0.0027 -0.0023
Si 0.0003 0.0003 -0.0027
Si -0.005 0.0116 0.0051
Si 0.0004 0.0009 -0.0014
Si 0.0092 0.0072 0.0066
Si -0.009 0.0001 -0.0053
Si 0.0055 0.0005 0.0146
Si 0.0031 0.0006 0.0013
Si -0.0092 0.0088 -0.0007
Si -0.0009 -0.0001 -0.0005
Si 0.003 0.0036 -0.0006
Si 0.0015 -0.0004 -0.002
Si -0.0059 0.0005 -0.0087
Si -0.0215 0.0098 0.0195
Si 0.0007 -0.0021 -0.0016
Si 0.0004 0.0025 0.005
Si 0.0006 0.0022 -0.0015
Si -0.002 -0.0074 0.0242
Si -0.0006 0.0035 -0.0024
Si -0.0034 -0.0043 0.0086
Si 0.0014 0.0044 -0.0085
Si 0.0005 -0.0007 -0.0023
Si 0.0002 0.0009 0.0027
Si -0.0033 -0.0034 -0.0021
Si -0.0018 -0.0061 -0.003
Si -0.0013 -0.0013 -0.0011
Si -0.0002 -0.0035 0.0027
Si -0.0006 -0.0009 -0.0028
Si 0.0001 -0.0104 0.0051
Si -0.0041 0.0041 0.0011
Si -0.002 0.0011 -0.0041
Si 0.0011 0.0028 -0.0017
Si 0.0005 -0.0001 -0.0046
Si -0.0046 0.0001 -0.0021
Si -0.0003 0.0061 -0.0017
Si -0.0013 -0.0032 -0.0027
Si 0.0012 -0.0017 -0.0026
Si -0.0004 -0.0002 -0.0023
Si 0.0036 -0.0021 -0.011
Si 0.0037 0.0037 -0.0032
Si -0.0019 0.0013 -0.0011
Si -0.0006 0.002 -0.0031
Si -0.0019 -0.0071 -0.0045
Si -0.0057 -0.0016 0.0005
Si -0.0045 -0.0099 0.0056
Si 0.0068 -0.0044 -0.0015
Si 0.001 0.0016 -0.0013
Si -0.0068 -0.0115 0.0031
Si 0.0001 0.0001 -0.0032
O -0.0084 -0.0038 0.0061
O 0.008 -0.0102 -0.0087
O 0.0003 0.0015 0.002
O -0.0021 -0.0013 -0.0025
O 0.0011 0.0005 0.0009
O 0.0177 0.0196 -0.0001
O 0.0016 0.0014 -0.0006
O 0.0023 0.0037 -0.0009
O 0.0014 -0.0003 0
O -0.0025 0.0002 0.0016
O -0.0002 0.0001 0.0028
O 0.0002 0.0018 -0.0009
O -0.0006 0.0005 0.0026
O 0.0034 0.0019 -0.0029
O -0.0018 -0.0028 -0.002
O -0.0022 -0.0018 -0.0026
O -0.0007 0.002 -0.002
O 0.0031 0.0019 0.0033
O -0.0017 -0.0012 0.0014
O -0.0004 0.0031 -0.0025
O -0.0024 0.0036 0.0014
O 0.0002 0.0039 -0.0033
O -0.0007 0.0013 0.0002
O 0.0066 0.0059 0.0078
O -0.0004 -0.0012 -0.004
O -0.0031 0.0029 -0.0013
O 0.0013 -0.0012 0.0001
O 0.0055 0.0041 0
O 0.0013 0.0021 -0.0015
O -0.0007 0.0029 0.002
O -0.0005 -0.0011 -0.0022
O -0.0031 0.0002 0.0029
O 0.0008 -0.0013 -0.0026
O 0.004 0.0057 -0.0054
O -0.0016 0.0025 0.0013
O -0.0024 0.0009 0.0049
O 0.0017 0.0008 -0.0021
O 0.0011 0.001 0.0004
O -0.0019 -0.0002 -0.0033
O 0.0023 -0.0025 -0.0026
O 0.0013 -0.0013 0.0034
O -0.0019 -0.0002 0.0074
O 0.0009 -0.0104 -0.0035
O 0.0011 -0.0001 -0.0029
O 0.0021 -0.002 0.0018
O -0.0008 0.0013 0.0022
O -0.0017 -0.0016 -0.0001
O -0.0025 0.0012 -0.001
O -0.0018 0.0066 0.0024
O 0.0012 -0.0019 -0.0003
O 0.0021 -0.0004 -0.0002
O 0.0037 -0.0014 0.0001
O 0.005 0.0015 -0.0084
O -0.0018 -0.0024 0.0004
O 0.0009 -0.0004 0.0026
O -0.0013 0.0001 -0.0019
O 0.0091 -0.004 -0.0016
O 0.0053 0.0043 0.0055
O 0.0043 -0.0111 0.0149
O 0.0007 0.0023 -0.007
O 0.0042 0.0128 0.0105
O 0.001 0.0003 0.0002
O -0.0007 0.0017 0.0004
O 0.0021 -0.001 0.0022
O 0.0048 -0.0003 -0.0022
O -0.0019 -0.0021 -0.0012
O -0.0001 0.0028 0.0039
O -0.002 -0.0032 0.0034
O 0 0.0004 -0.0018
O 0.0011 -0.0014 0.0003
O -0.0029 0 -0.0043
O 0.0002 0.0006 0.0003
O 0.0002 0.0015 0.0003
O -0.0053 -0.0045 0.0042
O -0.0006 -0.0035 -0.0016
O -0.001 0 0.0011
O 0.0095 0.0021 -0.0001
O -0.0042 0.0008 0.0016
O -0.0037 -0.0055 0.0119
O 0.0018 0.0027 0.0001
O -0.0006 -0.0008 -0.0002
O -0.0038 0.0013 -0.0012
O -0.0102 0.0001 -0.0064
O 0.0026 0.0012 0.0005
O 0.0031 -0.0016 -0.0023
O -0.0011 -0.0008 0.0024
O 0.0009 0.0014 -0.001
O -0.0308 -0.0059 -0.0017
O 0.0042 0.0019 0.0007
O 0.0059 -0.0037 0.0004
O 0.0226 0.0161 -0.0187
O -0.0083 -0.0227 0.0024
O 0.0498 -0.0094 0.0008
O 0.0019 -0.0133 0.0201
O -0.001 0.0004 -0.0028
O 0.004 -0.0211 0.0049
O -0.002 0.001 -0.0158
O 0.0045 -0.0018 -0.0005

The program warned: the cutoff lies below the one the program advises for these potential files; the forces do not sum to zero within the program's tolerance; the exchange-correlation potential is rough where the density is thin.
